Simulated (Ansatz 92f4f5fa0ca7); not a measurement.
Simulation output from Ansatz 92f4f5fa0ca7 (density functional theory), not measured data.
Periodic cell of 218 atoms, Si134O84, from a study of silicon, its oxide and their interface. The atomic structure is a simulated model.
Doubt: the cutoff is far below the 930 eV that the study's wrapper takes by default for these files, so forces and energies are approximate.
This geometry differs little from another in the collection (a relaxation step or a small displacement).

Settings: functional PBE; potential files Ansatz PAW; basis plane waves; wave-function cutoff 580 eV; density cutoff ratio 5; exchange-correlation grid ratio 1; k mesh 1 x 1 x 1, Gamma-centred; self-consistency stop 5e-08 eV per atom in the density residual; occupations fixed; spin none; net charge 0.

Cell vectors (angstrom)
a 10.938 0 0
b 0 10.938 0
c 0 0 31.5809

Atoms: element, x, y, z (angstrom)
Si 0.5636 -0.466 24.3538
Si 5.9511 -0.4242 24.3654
Si 2.326 3.3584 24.0666
Si 7.5808 3.4026 24.1757
Si 0.6094 5.2203 23.899
Si 5.7784 5.0936 24.0395
Si 2.4655 8.8662 24.3469
Si 7.6397 8.7557 24.1175
Si 1.3945 1.505 25.3765
Si 6.8646 1.4805 25.4355
Si 4.0854 4.165 25.429
Si 9.6135 4.2494 25.1901
Si 1.4565 6.911 25.3535
Si 6.7794 6.8843 25.3226
Si 4.1691 9.6905 25.709
Si 9.564 9.5595 25.3949
Si 2.6967 0.1373 26.8596
Si 8.2277 0.0384 26.7809
Si -0.0755 2.7944 26.7169
Si 5.4106 2.7352 26.8026
Si 2.7438 5.5286 26.8
Si 8.2208 5.5312 26.7045
Si -0.0252 8.1627 26.7657
Si 5.4713 8.1505 26.8523
Si 4.1018 1.3673 28.1626
Si 9.5708 1.3673 28.1626
Si 1.3673 4.1018 28.1626
Si 6.8362 4.1018 28.1626
Si 4.1018 6.8362 28.1626
Si 9.5708 6.8362 28.1626
Si 1.3673 9.5708 28.1626
Si 6.8362 9.5708 28.1626
Si 0 0 29.5299
Si 5.469 0 29.5299
Si 2.7345 2.7345 29.5299
Si 8.2035 2.7345 29.5299
Si 0 5.469 29.5299
Si 5.469 5.469 29.5299
Si 2.7345 8.2035 29.5299
Si 8.2035 8.2035 29.5299
Si 1.3673 1.3673 30.8971
Si 6.8362 1.3673 30.8971
Si 4.1018 4.1018 30.8971
Si 9.5708 4.1018 30.8971
Si 1.3673 6.8362 30.8971
Si 6.8362 6.8362 30.8971
Si 4.1018 9.5708 30.8971
Si 9.5708 9.5708 30.8971
Si 2.7345 0 0.6835
Si 8.2035 0 0.6835
Si 0 2.7345 0.6835
Si 5.469 2.7345 0.6835
Si 2.7345 5.469 0.6835
Si 8.2035 5.469 0.6835
Si 0 8.2035 0.6835
Si 5.469 8.2035 0.6835
Si 4.1018 1.3673 2.0507
Si 9.5708 1.3673 2.0507
Si 1.3673 4.1018 2.0507
Si 6.8362 4.1018 2.0507
Si 4.1018 6.8362 2.0507
Si 9.5708 6.8362 2.0507
Si 1.3673 9.5708 2.0507
Si 6.8362 9.5708 2.0507
Si 0 0 3.418
Si 5.469 0 3.418
Si 2.7345 2.7345 3.418
Si 8.2035 2.7345 3.418
Si 0 5.469 3.418
Si 5.469 5.469 3.418
Si 2.7345 8.2035 3.418
Si 8.2035 8.2035 3.418
Si 1.3646 1.3619 4.7949
Si 6.8976 1.3391 4.8424
Si 4.1115 4.0505 4.6912
Si 9.6331 4.0435 4.9512
Si 1.3692 6.744 4.8422
Si 6.8605 6.8288 4.7186
Si 4.1277 9.5403 4.7995
Si 9.5508 9.5719 4.6879
Si 2.6958 -0.073 6.1095
Si 8.2821 -0.094 6.2073
Si 0.1313 2.5701 6.4649
Si 5.4584 2.7429 6.0868
Si 2.7125 5.2076 6.1647
Si 8.1507 5.5121 6.1793
Si -0.1335 8.1502 6.0263
Si 5.5083 8.1442 6.1258
Si 3.8512 1.569 7.3358
Si 10.1779 0.5623 7.5219
Si 2.1193 3.3472 7.7145
Si 6.2537 4.6328 7.2817
Si 4.4497 6.3316 7.2066
Si 9.0139 7.3731 7.4019
Si 1.0128 9.6962 7.3201
Si 7.1814 9.1638 7.4801
O 6.537 9.8124 8.9125
O 2.0957 3.6495 9.3969
O 1.553 8.7032 8.5755
O -0.0495 -0.6839 11.1355
O 9.7316 6.9759 8.8453
O 4.69 0.8174 8.5702
O 3.6404 6.7646 8.5971
O 9.6557 0.6284 9.1162
O 5.3873 -0.2937 22.8041
O 7.5292 3.0326 22.5669
O 3.0042 3.0452 22.5508
O 5.2945 5.2739 22.4332
O 7.5891 8.4103 22.4784
O 1.6759 3.7795 19.2642
O 3.2743 8.8672 22.8626
O 0.1324 -0.2497 22.7859
Si 1.9242 2.7151 10.7543
Si 7.3368 0.9349 14.6843
Si -7.248 0.458 11.8246
Si 8.3412 2.558 21.2724
Si -3.5856 11.3409 19.3877
Si 9.8387 12.1557 17.763
Si 6.0582 7.3292 19.1558
Si 5.0773 10.4005 9.4013
Si 8.1507 4.7598 13.9087
Si 1.4238 6.6262 21.2182
Si 5.3752 5.1381 12.6508
Si -1.0989 9.9158 14.5658
Si 9.5929 6.4581 10.3708
Si -2.5937 14.0955 16.3732
Si 2.891 8.0452 9.2687
Si 7.1975 4.3776 10.3169
Si -0.5845 0.7531 10.581
Si 4.3661 5.6322 21.1295
Si 0.9805 5.0747 18.5649
Si 1.3875 6.9224 11.7942
Si 0.0208 8.9816 20.201
Si 5.0434 6.8411 16.4629
Si -6.13 10.0617 19.0888
Si -2.7615 2.3179 12.1941
Si -2.5077 7.6763 12.8008
Si 4.6358 10.5839 14.4165
Si -1.6026 14.6533 18.9521
Si 3.2634 3.4139 19.1362
Si 3.1782 9.4465 16.7709
Si 2.5336 4.3931 13.2339
Si 2.9595 4.5338 16.3555
Si 2.627 1.8711 21.4736
Si 0.1829 9.5207 17.2099
Si 4.0009 -0.8103 22.1179
Si 10.8614 0.726 21.521
Si 0.8996 -1.0746 12.4178
Si 8.0587 8.5805 20.9259
Si -5.373 7.8212 13.724
O -4.0537 8.1409 12.8541
O 9.6549 8.3713 20.932
O -4.8075 -0.0975 15.0038
O 7.4967 -3.5272 19.9188
O -0.0605 8.684 18.5879
O 1.6617 3.4552 12.1997
O -4.2859 4.2073 8.8224
O -3.5707 1.7842 20.2376
O 10.0606 9.1947 16.0195
O -0.8057 2.2626 18.9859
O 1.1517 6.2526 19.6528
O 8.4404 0.4222 18.1506
O 3.3769 2.0217 20.0125
O 5.9525 6.4474 17.7776
O 1.996 5.9073 12.9215
O 0.2745 10.4663 13.827
O 0.6459 1.7881 10.4205
O 6.0691 -5.7427 11.1749
O 4.3528 -1.1888 20.5999
O -1.4815 12.4249 21.7607
O 1.7265 5.3317 17.1234
O 11.9466 12.8512 21.3429
O 3.5264 3.426 17.4913
O 12.1665 8.2626 21.061
O 3.5822 10.54 15.6387
O 3.4561 -0.765 18.2034
O 0.4474 5.8929 22.3423
O 4.215 5.5122 16.0203
O 4.2031 4.4614 19.9819
O 7.3379 2.8719 10.9195
O 7.1976 -8.751 15.7359
O 2.3915 10.4181 12.0569
O 8.662 5.1083 10.3744
O 4.0907 15.0953 12.7641
O -2.0857 7.6247 11.2352
O 4.5916 9.1103 13.7124
O 5.0095 6.8637 20.2931
O -1.6173 1.3054 11.6926
O 4.2228 0.7933 13.3359
O 6.0023 7.3438 15.2368
O -2.2244 6.2177 13.4806
O 9.6917 13.1521 16.4573
O 5.8076 11.3222 18.8531
O -5.2225 8.8111 18.6057
O 4.7789 6.6136 12.9871
O 4.9552 10.743 11.0018
O 8.8839 3.9165 20.5056
O -2.8861 3.6354 17.9194
O -2.3992 4.4904 15.4653
O 7.1633 1.5008 13.1663
O 2.9169 6.155 21.67
O 3.2426 12.7124 10.9764
O -2.1662 11.1198 14.801
O 0.9036 8.2478 12.6022
O 0.1392 6.1875 11.0075
O -3.2756 10.0664 20.3653
O 0.1201 0.1989 17.4824
O 3.9449 8.0192 16.6913
O 0.0246 10.6183 20.2708
O -1.6866 8.8001 13.5777
O -9.3194 -1.8326 16.6129
O 2.504 7.4558 10.7336
O 2.4274 14.9714 14.8601
O 3.9665 9.2482 9.1739
O 8.8434 3.5782 13.0093
O 13.9016 0.4367 22.1395
O -0.6177 15.8036 18.3697
O 6.525 4.6875 13.7241

Results
free energy: -132955.408 eV
free energy less fixed offsets of O -568.88, Si -635.61 eV per atom: 2.252 eV

Forces (eV/angstrom), in the order of the atoms: element, x, y, z
Si 0.0095 0.0124 0.0069
Si 0.0054 -0.0038 0.0024
Si 0.0013 0.0008 -0.0004
Si 0.0059 0.0019 0.0008
Si -0.0086 -0.0013 0.0002
Si -0.0055 0.0017 -0.0052
Si -0.0042 -0.0127 0.0018
Si 0.0035 -0.004 -0.0029
Si -0.0047 -0.0101 -0.0047
Si 0 0.0003 0.0052
Si 0.0023 0.001 0.0007
Si -0.0019 -0.0004 0.001
Si 0.0067 0.0062 -0.0016
Si 0.0013 -0.0024 0.0014
Si -0.0028 0.0001 -0.0018
Si -0.0047 -0.0032 0.0012
Si -0.0019 0.0061 -0.0002
Si -0.0033 0.0001 0.0034
Si 0.0032 0.0035 0.0023
Si 0.0025 0.0013 0.0028
Si -0.0034 -0.004 0.0015
Si 0.0008 -0.0011 0.0032
Si -0.0042 -0.0036 0.0033
Si 0.0029 0.0011 -0.0035
Si 0.0422 0.4142 0.8784
Si 0.11 0.2807 -0.0214
Si -0.2107 0.1486 -0.4171
Si 0.1151 0.155 -0.5447
Si -0.0618 -0.1293 0.6635
Si -0.0579 -0.1185 0.0757
Si -0.2494 0.0925 -0.3123
Si 0.2247 0.0435 -0.1054
Si 0.0528 -0.0129 -0.0084
Si -0.0497 0.0179 -0.0183
Si 0.1677 -0.0487 0.0259
Si 0.0321 -0.0068 -0.0339
Si -0.0631 -0.0333 -0.0038
Si -0.0276 0.0436 0.0086
Si 0.125 -0.0063 -0.0182
Si 0.1037 0.0702 0.0061
Si -0.0316 0.0349 -0.0068
Si 0.0016 -0.0165 -0.0387
Si -0.041 0.0356 -0.0056
Si 0.0205 -0.0022 -0.0227
Si -0.0408 0.0467 -0.0471
Si -0.0326 -0.0048 -0.0155
Si -0.0325 -0.0129 -0.0439
Si -0.0517 0.0134 0.0056
Si 0.1335 -0.0532 -0.0001
Si -0.0234 0.0238 0.0213
Si -0.041 -0.0068 -0.001
Si -0.0038 -0.0769 0.0092
Si 0.0597 0.0338 0.0151
Si 0.0632 -0.0214 -0.0085
Si 0.0554 -0.0404 0.0173
Si -0.0397 0.0506 0.0036
Si -0.1115 0.0009 0.0063
Si 0.0867 0.0232 -0.0386
Si -0.0598 -0.0882 -0.0336
Si -0.0371 0.1023 0.0247
Si -0.0217 -0.0288 -0.0324
Si -0.1351 0.0259 0.013
Si -0.0662 0.026 0.0412
Si -0.0025 -0.0631 -0.0552
Si 0.0105 0.3075 -0.3177
Si 0.2103 0.0104 0.3693
Si -0.2517 -0.3661 -0.5247
Si 0.4112 -0.0168 0.7107
Si -0.1052 -0.4764 0.5124
Si -0.0407 0.0542 -0.4335
Si -0.0108 -0.3848 0.4783
Si -0.1242 -0.0142 -0.8101
Si -0.0014 -0.0011 -0.0028
Si 0.0007 -0.0046 -0.0035
Si -0.0068 -0.0038 -0.0056
Si 0.0001 0.0036 0.0011
Si 0.0004 -0.0012 -0.0039
Si -0.0012 0.0005 -0.0032
Si -0.0036 -0.0031 -0.0017
Si -0.0003 0.0001 -0.0037
Si 0.0117 0.01 0.0023
Si -0.0004 -0.0008 -0.0017
Si -0.0052 -0.0091 0.0003
Si 0.0078 0.0094 -0.0013
Si 0.0019 0.0041 0.0002
Si -0.0055 -0.0051 -0.0024
Si 0.0014 -0.0008 -0.0017
Si 0.0082 0.0029 0.008
Si -0.0192 -0.0121 -0.0063
Si -0.0002 0.0082 0.0024
Si 0.0091 0.0092 0.0117
Si 0.0005 0.012 -0.0138
Si -0.0125 -0.0075 -0.0033
Si 0.0007 0.0105 -0.0048
Si -0.003 -0.0059 -0.0002
Si -0.0104 0.0023 -0.0004
O 0.0066 -0.0044 -0.005
O 0.0008 -0.0008 -0.0107
O 0 -0.0028 -0.0037
O -0.0024 0.0036 -0.0013
O 0.0076 -0.0053 -0.0053
O 0.0046 0.006 0.0039
O 0.003 0.0075 -0.0015
O -0.0066 -0.0015 -0.0107
O -0.0267 0.0014 -0.0164
O -0.0107 0.0019 0.0078
O -0.0025 -0.0056 0.0003
O 0.007 -0.0032 0.008
O -0.002 0.0013 0.011
O 0.0047 -0.0022 -0.0004
O -0.004 -0.0013 0.0032
O -0.0017 -0.0008 -0.001
Si -0.0016 0.0012 0.0061
Si 0.0001 -0.0001 -0.005
Si -0.0037 -0.0007 0.0011
Si 0.0056 0.003 -0.0115
Si 0 0.0001 0.0053
Si 0.0026 0.0013 0.0003
Si -0.0026 0 -0.0014
Si 0.0065 0.0029 0.005
Si -0.0019 0.0014 -0.0075
Si 0.0007 -0.0001 -0.0111
Si 0.0064 0.0072 -0.0007
Si -0.0016 0.0002 -0.003
Si -0.0006 0.0065 0.0149
Si 0.0018 0.0023 -0.0002
Si -0.006 -0.013 0.0053
Si -0.0074 -0.0086 0.0262
Si 0.0016 0.0048 0.0155
Si -0.0038 -0.0021 0.0004
Si -0.0041 -0.0006 0.0016
Si -0.0064 -0.0056 -0.003
Si -0.0016 0.0018 -0.004
Si 0.0001 0.0031 -0.0007
Si -0.0062 -0.0002 -0.0015
Si -0.0012 0.0026 -0.0063
Si 0.0001 -0.0048 -0.01
Si 0.0014 -0.0011 -0.0049
Si -0.0003 0.0007 -0.0005
Si -0.0035 0.0027 0.0015
Si -0.0001 0.0057 0.0011
Si 0.0005 0.0013 -0.0064
Si -0.0014 -0.0003 -0.0015
Si 0.0017 -0.0131 0.0012
Si -0.0018 0.0025 -0.0004
Si 0.0039 0.0163 -0.0201
Si -0.0039 0.0012 -0.0093
Si -0.0006 -0.0019 -0.0031
Si -0.0024 0.0062 -0.0065
Si -0.0034 -0.0025 -0.0038
O 0.0024 0.0042 0.0014
O -0.0005 -0.002 -0.0002
O 0.0007 0 0.0021
O 0.0044 0.0003 0
O 0.0007 -0.001 0.0046
O 0.0013 -0.0019 0.0001
O 0.0049 -0.0147 -0.0162
O -0.002 -0.002 -0.0051
O 0.0011 0.0021 -0.0008
O -0.0004 0.0014 0.0005
O 0.0004 0.0021 0.0057
O -0.0038 -0.0014 0.0027
O -0.0028 0 0.0074
O -0.0005 0.001 0.0018
O -0.0003 -0.0001 0.0041
O 0.0003 -0.0016 0.0009
O -0.0065 -0.0031 0
O -0.003 0.0008 -0.0045
O -0.0071 0.0128 0.0215
O 0.0093 -0.0089 0.0037
O -0.0002 -0.0013 0.0006
O 0.0072 -0.0049 0.002
O -0.001 -0.0003 0.0029
O 0.0043 -0.0014 0.0052
O -0.0023 -0.0042 0.0055
O 0.0134 -0.0042 0.0029
O 0.0007 -0.0032 0.0048
O 0.0002 0.0004 0.0017
O 0 -0.0018 -0.0014
O -0.0002 -0.0008 0.0021
O 0.0004 -0.0015 0.0004
O 0.004 -0.0002 0.0015
O 0.0164 0.0014 0.0081
O -0.0124 -0.0107 0.0069
O 0.0005 0.0003 0.0011
O -0.0016 0.0015 0.0042
O -0.0006 0.0018 -0.003
O 0.0076 -0.0026 -0.002
O -0.0004 0.0005 0.0024
O -0.0018 0 0.005
O 0.0017 0.0008 0.002
O -0.0019 -0.0024 0.0024
O -0.0029 -0.0018 -0.0029
O -0.005 0.0034 -0.0007
O -0.0003 0.0004 0.0058
O 0.0059 0.0017 0.0023
O 0 -0.0022 0.0009
O 0.0004 -0.0004 -0.0014
O -0.0027 -0.0017 0.0021
O 0.003 0.0014 0.0027
O 0.0001 0.0014 0.0027
O 0.0044 0.0028 -0.0017
O 0.001 -0.0025 0.0022
O 0.0006 0.0012 0.0052
O -0.0016 -0.0042 0.0001
O 0.0032 -0.0044 -0.0005
O 0.0007 -0.0004 0.0006
O 0.0024 -0.0028 0.0012
O -0.0019 0.0037 0.0027
O 0.0052 0.0047 0.0091
O 0.0023 -0.0003 -0.0007
O 0.0042 0.0043 -0.0069
O 0.0009 -0.0014 -0.0002
O -0.0003 -0.0001 -0.0004
O 0.0019 -0.0042 0.0006
O 0.0202 -0.005 -0.0061
O 0.002 -0.0001 0.0002
O -0.0004 0.0008 0.0054

The program warned: the cutoff lies below the one the program advises for these potential files; the exchange-correlation potential is rough where the density is thin.
